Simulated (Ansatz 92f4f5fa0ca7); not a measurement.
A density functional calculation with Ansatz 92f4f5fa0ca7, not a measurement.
Periodic cell of 226 atoms, Si132O92As2, from a study of silicon, its oxide and their interface. The atomic structure is a simulated model.
Doubt: the cutoff is far below the 930 eV that the study's wrapper takes by default for these files, so forces and energies are approximate.
This geometry differs little from another in the collection (a relaxation step or a small displacement).

Settings
functional: PBE
potential files: Ansatz PAW
basis: plane waves
wave-function cutoff: 580 eV
density cutoff ratio: 5
exchange-correlation grid ratio: 1
k mesh: 1 x 1 x 1, Gamma-centred
self-consistency stop: 5e-08 eV per atom in the density residual
occupations: fixed
spin: none
net charge: 0

Cell vectors (angstrom)
a  10.938  0  0
b  0  10.938  0
c  0  0  31.9494

Atoms and the computed forces on them: element, x, y, z (angstrom), force x, y, z (eV/angstrom)
Si  10.6209  0.013  24.4192  -0.0015  0.0041  0.0094
Si  5.0682  0.131  24.6621  -0.0032  -0.0013  0.0023
Si  2.8174  2.3011  24.5259  -0.0018  -0.0017  0.009
Si  8.5604  2.4462  24.5575  0.003  -0.0009  0.0008
Si  10.6979  5.5951  24.3305  -0.002  0.0045  0.0027
Si  5.1523  5.6239  24.4471  -0.0024  0.0033  0.0076
Si  2.9816  7.9628  24.4002  0.0035  -0.0054  0
Si  8.4081  7.8394  24.4081  -0.001  -0.0014  0.0073
Si  1.2886  1.1414  25.8391  -0.0001  -0.0045  0.0003
Si  6.8101  1.3317  25.7359  -0.0016  0.0008  0.0075
Si  3.9838  4.016  25.7283  -0.005  -0.0004  0.0034
Si  9.6776  4.0327  25.8468  -0.0041  -0.0034  0.0023
Si  1.3346  6.7965  25.6618  -0.0048  -0.0027  0.0095
Si  6.7997  6.7297  25.7491  -0.0012  -0.0052  0.0019
Si  3.9936  9.4742  25.9536  -0.0056  0.0003  0.0063
Si  9.4771  9.4472  25.7956  -0.0049  -0.0009  0.0019
Si  2.6262  -0.1318  27.2878  -0.0019  -0.0007  0.0035
Si  8.1326  -0.0657  27.1436  -0.0033  -0.0025  0.0018
Si  0.0662  2.6614  27.2047  0.0075  0.0047  -0.0003
Si  5.4431  2.7179  27.1116  0.0056  0.0116  0.0017
Si  2.6612  5.4169  27.1065  0.0009  -0.0015  0.003
Si  8.1806  5.3702  27.1357  0.0031  0.0031  -0.0027
Si  0.0011  8.1472  27.1229  -0.001  0.0061  0.0067
Si  5.5032  8.1454  27.1773  0.0037  0.0031  -0.0027
Si  4.0792  1.3239  28.5001  0.0033  0.0093  0.0014
Si  9.5372  1.3239  28.5015  -0.0017  0.0086  -0.0005
Si  1.3821  4.0641  28.5619  0.0047  0.0079  0.0017
Si  6.8029  4.0552  28.5264  0.0046  0.0063  0.0025
Si  4.0811  6.7767  28.486  -0.0018  0.0022  0.002
Si  9.5517  6.7798  28.4836  -0.005  0.0129  0.0024
Si  1.2847  9.4726  28.618  0.0038  0.0191  0.0031
Si  6.8216  9.531  28.5624  0.001  0.0118  -0.002
Si  -0.0317  -0.0058  29.9112  0.0124  0.0047  0.0061
Si  5.4631  -0.0063  29.8959  -0.0084  0.0054  0.0046
Si  2.7636  2.715  29.9035  0.0018  -0.008  0.0023
Si  8.1985  2.7178  29.8866  -0.0021  0.0017  0.0051
Si  -0.0022  5.4554  29.8894  -0.0122  -0.0081  0.0107
Si  5.4613  5.4533  29.8886  0.0063  0.0099  -0.001
Si  2.7509  8.1608  29.9027  0.0008  0.0081  0.0113
Si  8.2259  8.1796  29.8886  -0.0052  -0.0175  0.0016
Si  1.3673  1.3673  31.2657  0.0223  -0.0102  -0.1117
Si  6.8362  1.3673  31.2657  0.0417  -0.0223  -0.0251
Si  4.1018  4.1018  31.2657  0.0754  -0.0718  0.0483
Si  9.5708  4.1018  31.2657  -0.0815  -0.1177  -0.0887
Si  1.3673  6.8362  31.2657  0.0304  -0.1634  0.0223
Si  6.8362  6.8362  31.2657  0.0779  0.0112  -0.1607
Si  4.1018  9.5708  31.2657  -0.031  -0.0609  -0.0443
Si  9.5708  9.5708  31.2657  -0.1571  -0.1337  0.1215
Si  2.7345  0  0.6835  0.0045  0.0704  0.0884
Si  8.2035  0  0.6835  -0.0541  0.0755  0.0437
Si  0  2.7345  0.6835  -0.0775  -0.0787  0.0142
Si  5.469  2.7345  0.6835  -0.0504  0.1384  0.1264
Si  2.7345  5.469  0.6835  -0.0278  -0.089  -0.1243
Si  8.2035  5.469  0.6835  -0.0338  0.1146  0.0473
Si  0  8.2035  0.6835  0.0015  0.175  0.105
Si  5.469  8.2035  0.6835  0.1927  0.2572  0.017
Si  4.0935  1.3863  2.0685  0.007  -0.022  0.0132
Si  9.5888  1.3517  2.07  0.0004  0.0071  -0.007
Si  1.36  4.1081  2.0321  0.0487  0.0797  0.0605
Si  6.8265  4.1332  2.0498  0.0315  0.0007  0.0162
Si  4.1155  6.8397  2.0193  -0.0738  -0.0612  0.0621
Si  9.585  6.8392  2.0639  -0.0176  0.0344  0.0237
Si  1.3707  9.59  2.0611  -0.0269  0.0128  0.0169
Si  6.8232  9.6226  2.0665  0.0043  -0.0033  0.0007
Si  0.0413  0.0262  3.5058  -0.0175  0.034  -0.0255
Si  5.472  0.0655  3.4764  0.0192  -0.0254  -0.0158
Si  2.7046  2.77  3.4169  0.0263  0.0158  -0.0113
Si  8.2476  2.8009  3.374  0.0135  -0.0184  -0.0235
Si  0.0753  5.5143  3.4248  -0.1256  -0.0408  -0.0772
Si  5.4776  5.5347  3.4301  -0.021  -0.0343  -0.0049
Si  2.757  8.203  3.3587  0.0035  0.0951  -0.0388
Si  8.2534  8.2924  3.4064  -0.0396  0.0313  -0.0346
Si  1.3393  1.4934  4.8809  0.0286  -0.0079  -0.0105
Si  6.8751  1.5303  4.7884  0.0146  0.0097  0.0193
Si  4.0049  4.2152  4.7506  0.0541  -0.0423  -0.0232
Si  9.5989  4.1632  4.7637  -0.0235  -0.0274  0.0658
As  1.198  7.1412  4.8479  0.2089  -0.1951  -0.1019
Si  6.8145  7.0295  4.736  0.0283  -0.0193  0.0193
Si  4.0416  9.5919  4.7716  0.0316  0.0233  0.0312
Si  9.531  9.6764  4.8795  0.1165  -0.0798  0.0533
Si  2.7037  0.0339  6.1505  0.0207  -0.0064  0.0253
Si  8.2882  0.1992  6.199  -0.035  0.0094  -0.0641
Si  -0.0157  2.9091  6.3077  -0.0035  0.0048  0.0145
Si  5.4417  2.8986  6.0712  -0.0345  0.0178  -0.0532
Si  2.6894  5.7008  6.0602  -0.0203  -0.0231  0.109
Si  8.2303  5.6475  5.9712  -0.0248  -0.0466  0.0025
As  -0.6894  8.8649  7.0632  0.0146  0.1976  -0.0611
Si  5.4761  8.3776  6.1949  -0.0206  -0.0041  0.0188
Si  4.368  1.2265  7.3279  -0.0051  0.0045  -0.0184
Si  9.8288  1.2992  7.6824  -0.0544  0.0624  0.0052
Si  1.1535  4.6281  7.4942  -0.0476  -0.0048  -0.029
Si  6.5717  4.6058  7.2429  -0.0235  -0.0347  -0.0497
Si  4.2622  6.8066  7.4896  0.039  0.0069  0.0124
Si  9.5971  6.6263  7.6352  0.1665  0.0723  -0.181
Si  1.2361  10.15  7.8631  -0.1306  -0.0152  -0.1324
Si  6.6724  10.008  7.4495  -0.0164  0.0406  0.0106
O  9.5774  1.2485  23.9791  -0.0032  -0.0028  -0.0004
O  4.0992  6.812  23.9397  -0.0007  -0.0005  0.002
O  4.0055  1.2449  24.0244  0.0007  -0.0016  -0.0016
O  9.5299  6.7111  23.8894  -0.0016  -0.0012  -0.0007
O  -0.0344  5.6842  8.0476  0.0179  -0.0792  -0.0275
O  5.5204  0.1842  7.9208  0.0057  -0.0294  0.0073
O  0.251  0.5042  8.294  -0.0416  -0.077  -0.0287
O  5.449  5.6849  7.8347  -0.024  0.033  -0.0013
O  7.495  4.0325  8.4614  0.0137  0.0029  0.0193
O  8.5782  6.9426  8.9146  -0.0682  0.0522  0.0739
O  2.1183  9.5854  9.1569  0.0935  -0.0317  0.0292
O  8.8405  1.787  8.9462  0.0257  -0.0109  0.0138
O  7.4125  9.4068  8.7917  -0.0242  -0.0111  0.0013
O  3.5541  1.896  8.5876  0.0014  0.004  0.0074
O  3.5154  7.3435  8.8904  0.0036  -0.0191  -0.04
O  2.0659  4.1272  8.7864  0.004  0.0071  -0.0326
O  8.13  3.4948  23.3494  -0.0039  0.0008  0.0011
O  0.4333  4.9345  22.948  0.0028  -0.0004  0.0028
O  1.8937  2.7478  23.2391  -0.0038  0.0063  -0.0032
O  5.8235  4.9196  23.1128  0.0024  -0.003  -0.0013
O  5.5087  9.9841  23.5078  0.0123  -0.0013  -0.0152
O  2.437  8.6974  23.0146  -0.0031  0.0013  0.0057
O  0.1839  10.0787  23.0872  0.0005  -0.0019  -0.0032
O  7.7673  8.5714  23.0628  -0.0011  0.0044  0.0027
Si  8.6286  7.7166  18.4358  -0.0026  -0.0004  -0.013
Si  8.7396  6.4159  13.6734  0.0032  -0.0006  0.0013
Si  3.7475  1.5851  14.7357  -0.0036  0.0009  -0.0059
Si  2.1067  5.7617  17.6396  -0.0032  -0.0011  -0.0088
Si  2.3864  3.1501  19.4852  -0.0009  -0.0005  -0.0071
Si  9.7608  9.0748  12.0935  0.0249  -0.0012  0.0152
Si  1.3193  9.4293  22.0762  -0.0012  0.0043  -0.0004
Si  9.1357  1.0203  13.1957  0.0001  0.0028  0.013
Si  1.3558  5.1006  13.0471  0.0008  0.0003  0.0025
Si  1.7396  8.2844  12.8177  0.0071  0.0041  -0.0039
Si  6.6274  9.5515  22.4223  -0.0013  0.0074  -0.0014
Si  4.4925  4.6268  15.7307  0.0011  -0.0013  -0.0054
Si  8.1433  3.1161  9.6116  -0.0088  0.0032  0.0003
Si  0.811  8.2554  19.2676  -0.0026  0.0054  -0.0093
Si  6.9263  1.3532  21.0898  0.0004  0.0015  -0.0072
Si  8.1151  8.291  9.7441  -0.0844  -0.0272  0.0572
Si  10.8391  5.2433  15.6304  -0.0011  -0.002  -0.009
Si  7.5437  9.5414  16.3242  -0.003  -0.0054  -0.0079
Si  9.9101  2.058  20.3031  -0.0002  0.0037  -0.0078
Si  3.169  8.5699  9.9433  0  0.0061  0.0559
Si  6.6673  3.3547  17.4094  0.0008  0.0019  -0.0082
Si  1.1459  0.2144  19.7997  0.0014  0.0061  -0.0113
Si  3.1834  2.8819  12.3029  -0.011  0.0032  0.0109
Si  7.1921  5.4046  19.6776  -0.0001  0.0013  -0.0103
Si  5.6795  8.7158  11.6146  -0.0039  -0.0095  0.0017
Si  5.731  6.1376  13.2409  0.0005  -0.0011  0.0006
Si  4.6006  9.7218  17.6213  0.0015  -0.001  -0.0086
Si  1.0045  3.5983  22.1737  0.0005  0.0008  -0.0039
Si  4.8695  1.4944  18.8005  -0.0003  0.0016  -0.0113
Si  3.1629  3.1682  9.5083  0.009  -0.0235  0.027
Si  6.4163  10.8838  13.8115  -0.0006  0.0051  0.0059
Si  10.3198  0.1605  15.9668  -0.0045  -0.001  -0.0071
Si  5.6129  3.74  11.1776  0.005  -0.0068  0.008
Si  9.7866  3.9669  11.9192  0.0026  -0.0009  0.0104
Si  2.3052  9.9568  15.5391  0  -0.0008  -0.0066
Si  6.0426  8.1296  19.794  0.0001  0.0014  -0.0081
Si  6.9237  3.9799  22.3679  -0.0004  0.0013  -0.0058
Si  9.7257  2.8037  17.3776  -0.0011  0.001  -0.0078
O  7.1471  6.443  14.004  -0.0035  -0.0021  0.007
O  1.8515  7.0651  18.6929  0.0007  0  0.0061
O  10.2419  4.0858  16.5632  0.0047  0.0049  0.0021
O  6.1355  9.9829  17.0609  -0.0001  0.0012  0.0085
O  10.1128  0.7564  14.4664  -0.0026  -0.0027  0.0047
O  8.4108  6.1313  18.8395  0.0008  0.001  0.0087
O  5.1383  0.7512  14.4528  0.0024  -0.0029  0.0026
O  5.6893  2.0621  17.519  0.001  0.0001  0.0045
O  8.3259  1.9387  20.553  0.0021  0.0037  0.007
O  1.9537  4.3041  18.3986  0.0003  0.0081  0.0041
O  6.9214  2.8818  10.6878  0.0065  -0.0053  -0.0169
O  4.8186  2.7877  12.2348  0.0043  -0.0034  -0.0003
O  6.001  4.4017  16.349  -0.0008  0.0015  0.0092
O  4.534  3.9922  9.9427  0.0002  -0.002  -0.0015
O  10.6733  2.7667  21.5621  -0.0034  0.0007  0.0037
O  9.6703  6.2099  15.0131  -0.0007  -0.0019  0.0047
O  5.9781  6.4932  19.833  0.001  0.0006  0.0089
O  4.048  0.1831  18.2845  -0.0009  -0.0007  0.0061
O  9.2187  10.6041  12.2787  -0.0021  -0.0106  -0.0093
O  2.7939  4.4158  12.7367  -0.002  -0.0006  -0.0021
O  1.8981  10.7096  21.2039  -0.0006  0.0008  0.0036
O  3.9661  2.735  19.3773  0.0005  0.0013  0.0078
O  0.6915  10.0755  15.9556  -0.0025  0.0014  0.0062
O  1.2519  9.8083  18.833  -0.0008  -0.0005  0.0047
O  1.6868  1.6697  19.2667  -0.0012  0.0023  0.0077
O  8.9122  10.4367  16.5047  0.0012  0.0022  0.0075
O  4.8412  8.5902  18.7824  -0.0029  0.0028  0.0058
O  9.4774  8.7722  10.5116  0.0142  0.0008  -0.0418
O  6.7204  4.0921  18.8577  -0.0026  -0.0006  0.005
O  2.8024  1.7674  13.401  0.002  0.0019  -0.0011
O  5.7965  8.7751  21.2609  -0.0016  0  0.0026
O  2.4991  2.5426  10.8675  -0.0024  -0.0003  0.0027
O  7.6007  4.8605  21.1636  0.0003  0.0035  0.0028
O  5.122  7.5508  12.6444  0.0069  -0.0038  -0.0056
O  0.3928  9.1111  12.4657  -0.0177  0.0005  -0.0006
O  7.5463  1.1183  13.5844  0.0024  -0.0026  0.0033
O  7.0824  9.6948  14.7548  -0.0015  -0.0009  0.0016
O  8.9342  5.085  12.7426  -0.002  -0.0009  -0.0008
O  8.072  8.0764  16.9084  -0.001  -0.0003  0.0067
O  6.1961  2.5835  21.8963  -0.0024  0.0009  0.0073
O  2.4104  9.1087  14.0998  -0.0017  -0.0044  0.0046
O  0.3725  4.549  11.8667  0.0025  -0.001  0.0006
O  0.7876  8.3283  20.9383  -0.0005  -0.0022  0.004
O  9.3168  3.9459  10.3655  0.002  -0.0129  -0.0183
O  9.6108  2.44  12.5188  0.0016  -0.0077  0.0069
O  7.5874  8.5735  19.3907  0.0022  0.001  0.0065
O  2.5058  8.1478  11.3761  0.0039  -0.0097  0.0001
O  3.9208  3.0967  15.3932  0.0001  -0.0012  0.0074
O  0.751  4.5158  14.444  0.0052  -0.0011  0.0026
O  10.0241  3.0084  18.9706  -0.0011  0.0018  0.0046
O  9.116  7.863  12.9995  0.0049  0.0078  -0.0167
O  10.4926  0.5387  20.075  -0.0008  -0.0013  0.0073
O  5.9705  5.1299  11.9557  -0.0005  -0.0076  -0.0046
O  8.1271  2.752  17.018  -0.0011  0  0.0067
O  3.5152  5.5071  16.7603  0.0022  -0.0035  0.0033
O  4.6129  9.1734  10.4421  0.0123  -0.0058  -0.0027
O  1.4533  6.72  13.2203  -0.0037  -0.0111  0.0051
O  4.7179  5.5248  14.375  -0.0031  0.0009  0.0041
O  2.0215  3.8596  20.9162  0.0009  0.0001  0.004
O  10.5354  1.4521  16.9434  -0.0009  -0.0043  0.0066
O  0.9291  6.0956  16.5557  -0.0009  0  0.0067
O  7.3068  10.9519  21.9321  -0.002  0.0013  0.0061
O  5.9048  0.9213  19.9143  -0.0027  0.002  0.0072
O  6.0117  10.094  12.4352  0.0001  -0.009  -0.0092
O  2.803  0.5798  15.5933  -0.0007  0.0003  0.0104
O  6.9837  8.0122  10.9004  0.0163  0.0085  -0.0185
O  10.2142  8.0277  18.6932  -0.0001  0.0011  0.008
O  3.4136  9.2283  16.5653  -0.0002  0.0021  0.0072

Results
free energy: -145949.086 eV
free energy less fixed offsets of As -4856.12, O -568.88, Si -635.61 eV per atom: 0.634 eV

The program warned: the cutoff lies below the one the program advises for these potential files; the forces do not sum to zero within the program's tolerance; the exchange-correlation potential is rough where the density is thin.
